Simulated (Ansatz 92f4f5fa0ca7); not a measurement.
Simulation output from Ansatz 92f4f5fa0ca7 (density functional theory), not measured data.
Periodic cell of 244 atoms, Si164O80, from a study of silicon, its oxide and their interface. The atomic structure is a simulated model.
Doubt: the cutoff is far below the 930 eV that the study's wrapper takes by default for these files, so forces and energies are approximate.
This geometry differs little from another in the collection (a relaxation step or a small displacement).

Settings: functional PBE; potential files Ansatz PAW; basis plane waves; wave-function cutoff 580 eV; density cutoff ratio 5; exchange-correlation grid ratio 1; k mesh 1 x 1 x 1, Gamma-centred; self-consistency stop 5e-08 eV per atom in the density residual; occupations fixed; spin none; net charge 0.

Cell vectors (angstrom)
a 10.938 0 0
b 0 10.938 0
c 0 0 36.9513

Atoms and the computed forces on them: element, x, y, z (angstrom), force x, y, z (eV/angstrom)
Si 0 0 0.683 -0.023 -0.1149 -0.0003
Si 5.469 0 0.683 -0.0345 -0.0828 0.0006
Si 2.7345 2.7345 0.683 -0.0764 -0.079 -0.0268
Si 8.2035 2.7345 0.683 -0.0884 -0.0214 -0.0146
Si 0 5.469 0.683 -0.0895 -0.0431 0.0063
Si 5.469 5.469 0.683 -0.0328 -0.0992 -0.0054
Si 2.7345 8.2035 0.683 -0.0998 -0.0475 -0.0252
Si 8.2035 8.2035 0.683 -0.0522 -0.0924 -0.0301
Si 1.3673 1.3673 2.0503 0.2011 0.2048 -0.0345
Si 6.8362 1.3673 2.0503 0.2032 0.2023 -0.054
Si 4.1018 4.1018 2.0503 0.1112 0.046 -0.0214
Si 9.5708 4.1018 2.0503 0.0878 0.1123 -0.007
Si 1.3673 6.8362 2.0503 0.1808 0.2132 -0.0586
Si 6.8362 6.8362 2.0503 0.2257 0.1803 -0.0688
Si 4.1018 9.5708 2.0503 0.0921 0.0323 -0.0308
Si 9.5708 9.5708 2.0503 0.1 0.0691 -0.0145
Si 2.7345 0 34.8998 -0.1466 -0.1532 0.1136
Si 8.2035 0 34.8998 -0.1407 -0.0072 -0.1193
Si 0 2.7345 34.8998 -0.1684 -0.0523 -0.1255
Si 5.469 2.7345 34.8998 -0.0612 -0.1242 0.1489
Si 2.7345 5.469 34.8998 -0.1899 -0.0957 -0.1111
Si 8.2035 5.469 34.8998 -0.0514 -0.1313 0.1004
Si 0 8.2035 34.8998 -0.1244 -0.1351 0.1288
Si 5.469 8.2035 34.8998 -0.1582 -0.0712 -0.1608
Si 4.1018 1.3673 36.2671 0.0384 0.0911 0.0053
Si 9.5708 1.3673 36.2671 0.0168 0.1059 0.0154
Si 1.3673 4.1018 36.2671 0.0576 0.0898 0.0052
Si 6.8362 4.1018 36.2671 0.1066 0.0336 -0.0009
Si 4.1018 6.8362 36.2671 0.0311 0.1001 -0.002
Si 9.5708 6.8362 36.2671 0.0838 0.0595 0.0058
Si 1.3673 9.5708 36.2671 0.0793 0.0607 0.0008
Si 6.8362 9.5708 36.2671 0.0671 0.057 -0.0128
Si -0.8912 0.4703 26.9701 0.0143 0.0101 0.0145
Si 5.8583 -0.6188 26.5936 0.0232 -0.0099 0.0306
Si 1.9061 3.054 26.9501 -0.0055 0.0209 0.0099
Si 8.577 2.3373 27.2496 -0.0202 -0.0233 0.0059
Si 0.3853 4.895 27.1833 0.0065 -0.0137 0.0334
Si 4.7414 5.8167 26.549 -0.0196 0.0242 0.0134
Si 2.9992 7.5787 26.7629 0.0033 -0.0269 0.0201
Si 7.5425 8.4843 26.7288 -0.0318 0.0157 0.0092
Si 1.0884 1.2203 28.0857 -0.0041 -0.0111 -0.0092
Si 6.6885 1.1868 28.0105 0.008 0.0077 -0.0241
Si 3.8795 4.0327 27.9022 -0.0088 -0.0083 -0.0144
Si 9.5162 4.0797 28.4035 0.0181 -0.001 -0.0184
Si 1.3543 6.7344 28.2231 0.0162 0.0044 -0.0281
Si 6.5329 6.7397 27.9354 0.0054 -0.008 -0.0005
Si 4.0434 9.4213 27.8896 0.0118 -0.0096 -0.0056
Si 9.3074 9.456 28.0178 -0.0035 -0.0019 -0.005
Si 2.6515 -0.1156 29.2666 -0.0042 0.007 0.002
Si 8.0484 -0.1028 29.4921 -0.0136 -0.0121 0.0668
Si -0.0615 2.6218 29.6498 -0.0001 0.0088 0.0633
Si 5.3084 2.6621 29.2563 0.0057 -0.0037 0.0065
Si 2.71 5.3513 29.5388 -0.0035 0.007 0.063
Si 7.989 5.5018 29.4069 -0.0042 0.003 -0.0075
Si -0.1271 8.1704 29.3618 0.001 -0.0061 0.0027
Si 5.3287 8.1277 29.4363 -0.0137 -0.0038 0.0254
Si 3.9874 1.3025 30.689 -0.0025 -0.0003 0.0114
Si 9.4419 1.2571 30.8832 0.0129 0.0031 -0.0469
Si 1.3364 4.0229 30.9146 -0.0027 -0.0088 -0.0587
Si 6.6941 4.0217 30.7168 -0.0022 0.0002 0.0118
Si 4.0391 6.7716 30.8614 -0.006 -0.0094 -0.0408
Si 9.4465 6.822 30.7631 -0.0036 0.0018 0.0103
Si 1.2903 9.5162 30.7247 0.0003 0.001 0.0117
Si 6.7066 9.4786 30.839 0.0282 0.022 -0.0366
Si -0.035 -0.0625 32.1705 -0.0028 0.0083 0.0089
Si 5.3663 -0.025 32.1342 0.0007 0.0002 0.0067
Si 2.7231 2.6572 32.1956 -0.0047 0.003 0.0085
Si 8.097 2.7067 32.1519 -0.0017 -0.0032 0.0089
Si -0.0863 5.4473 32.1495 0.0011 0.0003 0.0124
Si 5.4334 5.4129 32.1768 -0.0022 0.0007 0.0072
Si 2.6506 8.169 32.1532 0.0017 -0.0019 0.0076
Si 8.143 8.1793 32.1875 -0.0007 -0.0002 0.0082
Si 1.3323 1.323 33.5403 0.007 -0.0072 0.0026
Si 6.7703 1.3269 33.5219 -0.0064 0.0007 0.006
Si 4.0768 4.06 33.5444 0.0062 -0.0055 0.0036
Si 9.5129 4.0639 33.5186 -0.0045 0.0057 0.0049
Si 1.3098 6.8027 33.5265 -0.0054 0.0026 0.0053
Si 6.81 6.791 33.5391 0.0032 -0.0031 0.0039
Si 4.042 9.5388 33.5214 -0.0042 0.0034 0.0061
Si 9.5424 9.5332 33.5425 0.0027 -0.0063 0.0018
Si 2.8003 0.0612 3.4121 0.0032 0.001 -0.0027
Si 8.2683 0.0641 3.4084 0.0021 -0.0009 0.0006
Si 0.0536 2.7882 3.4108 -0.0015 0.0047 -0.0004
Si 5.5179 2.776 3.42 -0.0019 0.0032 -0.0035
Si 2.788 5.5225 3.4035 -0.001 -0.0003 0.0008
Si 8.2541 5.5216 3.4193 0.0009 -0.0011 -0.0028
Si 0.0557 8.256 3.419 -0.0003 0.0027 -0.0028
Si 5.5233 8.2479 3.409 -0.001 0.0065 0.0017
Si 4.1961 1.4047 4.807 -0.0086 0.0021 0.002
Si 9.6653 1.4243 4.7877 -0.0062 -0.0012 -0.0009
Si 1.4304 4.1772 4.7627 0.0086 -0.0115 0.0028
Si 6.8891 4.1661 4.7778 0.0059 -0.0056 0.0009
Si 4.1965 6.8598 4.7692 -0.005 0.0005 0.0034
Si 9.6584 6.8808 4.7883 -0.0011 -0.0013 0.0027
Si 1.4267 9.6704 4.7669 -0.0014 -0.0056 0.0063
Si 6.8842 9.6676 4.7476 0.0036 -0.008 0.0082
Si 0.1482 0.1417 6.2039 0.0069 0.0003 -0.0028
Si 5.6126 0.0921 6.2209 0.0093 -0.004 -0.002
Si 2.8421 2.8425 6.0943 -0.0083 0.0083 0.0047
Si 8.3107 2.8328 6.1031 -0.0019 0.0035 0.0055
Si 0.1206 5.5394 6.188 -0.0033 0.0009 -0.0003
Si 5.5542 5.5143 6.201 -0.0063 -0.001 -0.0014
Si 2.8695 8.321 6.0355 -0.0084 -0.0086 0.0044
Si 8.3055 8.3442 6.0468 -0.0209 -0.0004 0.0001
Si 1.5587 1.5796 7.5798 0.0135 -0.0009 -0.0186
Si 7.034 1.525 7.5704 0.0071 -0.0034 -0.013
Si 4.1758 4.0991 7.5816 -0.0115 -0.0205 -0.015
Si 9.6763 4.1293 7.5353 -0.0047 -0.0194 -0.0127
Si 1.5702 6.9915 7.4266 0.0109 0.0086 -0.0257
Si 6.9802 6.9935 7.4105 0.019 0.0079 -0.0209
Si 4.1924 9.6237 7.5011 -0.0057 -0.0044 -0.0059
Si 9.6482 9.6984 7.4588 -0.0022 -0.0108 0.002
Si 2.9965 0.1862 8.8898 -0.0011 0.0052 0.022
Si 8.4909 0.2153 8.9425 -0.0106 -0.0014 0.0102
Si 0.1567 2.8953 9.0462 -0.0052 0.0075 0.0189
Si 5.6165 2.7775 9.0262 0.0095 0.0295 0.0205
Si 2.8746 5.6229 8.8605 0.0129 0 0.0231
Si 8.3557 5.6501 8.7548 0.0107 0.0101 0.0188
Si 0.1753 8.3835 8.7162 0.0013 0.0242 0.0141
Si 5.624 8.2875 8.8418 0.0006 0.0144 0.01
Si 4.9355 0.8023 10.3058 0.0144 -0.0292 -0.0226
Si 10.3514 1.0449 10.4268 0.0128 -0.018 -0.0163
Si 0.9997 4.8788 10.1393 -0.0228 0.0038 -0.0096
Si 6.604 4.7111 10.0234 -0.0332 -0.0091 -0.0142
Si 4.7538 6.4623 10.1157 0.0106 -0.0318 -0.0148
Si 10.1047 6.7093 10.0236 -0.0006 -0.0316 -0.0032
Si 1.1565 10.1677 9.9829 -0.0177 -0.0097 0.003
Si 6.7538 10.0151 10.0285 -0.0146 0.0259 -0.0216
O 32.3823 -2.7749 24.9503 0.0023 -0.001 -0.0008
O -9.5605 -12.5564 23.2867 0.0026 0.002 -0.0072
O -0.7569 -9.4937 12.065 -0.0037 0.0066 0.0178
O 24.6658 8.911 13.6835 0.0081 0.0103 0.0133
O 15.0809 -5.0864 22.3666 -0.0037 0.0029 -0.0043
O 12.631 -11.8655 15.8067 -0.0049 -0.0058 0.0041
O 11.6881 -9.6213 21.8441 0.0037 -0.0032 0.0017
O 15.1655 -4.3581 19.8235 -0.0015 -0.0037 0.0013
O -23.4567 -37.6641 23.5811 0.0023 -0.0032 0.0028
O 0.4264 -16.6346 13.9612 -0.0031 -0.0073 0.0093
O 2.2616 7.9511 25.3151 -0.0089 0.0013 -0.0068
O 0.638 -23.6457 20.6936 -0.0006 0.0032 -0.0005
O 14.2683 -5.2063 17.4568 0.0006 -0.0046 0.0018
O 1.5908 2.8409 25.2766 0.0001 -0.0093 -0.011
O 18.8383 14.9384 19.6669 -0.0068 -0.0021 0.0027
O 17.7368 -2.3082 15.8552 0.0022 -0.0039 0.0059
Si 20.0824 -14.2604 24.1777 -0.0188 0.0001 0.0112
Si -10.367 -5.6798 19.9258 -0.0012 -0.0008 0.0036
Si 4.6617 16.9357 18.3786 -0.0009 -0.0006 0.0023
Si 4.4881 -15.5213 13.2185 -0.0076 0 -0.0072
Si 2.0436 0.9054 20.928 -0.003 0.0045 0.0019
Si -10.0761 -2.1738 16.4893 -0.0073 0.0003 -0.0026
Si -21.3818 9.9989 19.2925 -0.0032 -0.0053 -0.0004
Si -3.8584 -25.2725 17.0476 -0.0006 -0.007 -0.0022
Si 15.8953 0.6179 13.5388 -0.0123 0.0011 -0.0108
Si -13.5382 -12.2703 18.9879 -0.003 -0.0052 0.0023
Si -9.3223 16.595 12.9431 -0.0073 0.0052 -0.0199
Si -13.6387 20.6106 22.0437 -0.0035 -0.0048 0.0027
Si 15.0353 -6.0142 23.7062 0.0007 0.0106 0.0191
Si 10.7086 16.6926 22.7095 0.0039 -0.0082 0.0008
Si 14.1896 -4.5849 21.094 0.0021 -0.0026 0.0046
Si 45.3199 8.7091 12.6365 -0.0089 0.0035 -0.0322
Si -15.5411 3.4986 19.4305 -0.0064 -0.0015 0.0043
Si -9.042 -1.7745 21.7492 -0.0054 -0.0078 0.007
Si -11.9992 1.6591 13.6753 0.003 -0.0047 -0.0154
Si -15.7103 0.2842 23.6287 -0.0126 -0.0064 0.0205
Si -3.8243 -5.4737 12.7462 -0.0044 0.0049 -0.0196
Si -11.8096 12.3042 21.9817 -0.0084 0.0004 -0.0019
Si 31.8488 9.5464 14.3002 0.0005 -0.0035 -0.0146
Si 27.397 -12.9732 14.8955 -0.0003 -0.0108 -0.0036
Si -13.0118 -9.2685 24.5758 -0.0119 -0.0079 0.0212
Si 1.7318 5.8615 17.1253 -0.0047 -0.0014 0.0014
Si 19.1067 4.9696 15.4901 -0.0005 0.0016 -0.0007
Si -7.9108 -11.8934 14.9087 0.0001 -0.0062 -0.0086
Si 7.5969 -9.5672 17.777 -0.004 -0.0013 0.0022
Si -9.7338 -6.6805 24.5278 0.0192 -0.0085 0.0123
Si 15.5209 13.3372 21.8987 0.0071 -0.0054 0.0066
Si 19.2006 -2.7308 12.1458 0.0078 0.0028 -0.0078
Si 18.0983 35.0872 14.9482 0.0033 0.0007 0.0016
Si 31.147 3.0895 19.4772 -0.0001 -0.0024 0.0018
Si 11.0729 4.1627 15.1498 -0.005 -0.0054 -0.0028
Si 1.0466 18.9889 24.2516 0.0116 0.0026 0.0153
O 12.9968 38.0785 20.6788 -0.0022 -0.0011 0.0035
O -6.2243 0.9253 11.9562 -0.0021 0.0008 0.025
O 1.4439 -14.6326 16.2605 -0.0001 -0.0062 0.0023
O -0.2343 3.8943 19.4473 -0.0008 -0.0023 0.0028
O -5.1713 10.1279 13.8083 -0.0045 -0.0038 0.0037
O 13.5712 5.0234 24.3951 -0.0031 -0.0045 0.0015
O -3.4881 10.8037 18.3603 -0.0021 -0.0027 0.0013
O 9.3577 -0.0886 22.1198 0.0002 -0.0024 0.0046
O 9.8547 -33.5425 18.987 0.0001 -0.0027 0.0041
O -6.6847 9.3941 15.8138 -0.0018 -0.0023 0.0058
O -5.7817 22.9206 22.6028 -0.0025 0.0055 -0.001
O -18.6822 -8.8684 21.0458 -0.0047 -0.0063 0.0035
O 18.2988 -6.5057 11.5107 0.0123 -0.0074 0.016
O 5.4779 -28.1959 18.635 0.0017 -0.0083 0.0038
O 8.0922 -13.6369 18.1228 -0.0001 0.0001 0.0035
O 9.543 7.5445 11.3716 -0.0097 0.0087 0.0058
O -0.4302 -15.9911 21.0824 0.0008 -0.0014 -0.0013
O 7.4485 1.2275 16.1624 -0.0036 -0.0017 0.0034
O 7.935 18.758 25.238 0.0188 -0.007 -0.0114
O 12.2524 -3.8005 12.3298 0.0049 -0.0051 0.0101
O 19.6445 -2.1762 13.6238 0.0034 0.0026 0.0088
O 19.5621 -8.0706 25.6542 0.0006 0.0167 0.0023
O 5.7812 -20.0114 14.1898 -0.0006 -0.0076 0.0007
O -12.1577 13.1488 23.3211 0.009 0.0015 -0.0026
O 14.4195 -10.4501 14.2774 0.0048 -0.007 -0.0046
O 0.4169 15.221 23.0886 -0.0074 0.0017 -0.0015
O 39.6404 9.9952 22.7912 0.0049 0.0018 0.0003
O -14.5009 -9.6795 24.0873 0 -0.0011 -0.0026
O 5.5984 27.0309 13.2766 -0.005 -0.0037 0.0034
O 16.0312 18.444 14.1855 0.0024 0.0079 0.0035
O -2.7031 5.3677 13.9075 0.0002 -0.0073 0.0139
O 5.4338 10.6898 25.005 0.0004 0.0101 -0.0342
O 12.2227 -17.375 16.2913 0.0037 -0.0005 0.0049
O 0.2344 -5.8075 25.5315 -0.0108 0.0085 0.0039
O 22.8044 -4.1279 23.1892 -0.0055 -0.0052 -0.0005
O 19.9447 -8.7766 18.1381 -0.0002 -0.0006 0.0032
O -14.8102 3.7658 15.6314 -0.0009 -0.0055 -0.0027
O -3.0468 20.2119 20.511 0.0008 -0.0014 -0.0012
O -1.2068 22.327 25.3016 0.0039 -0.0053 -0.0033
O -12.0725 -10.718 14.453 -0.0043 -0.0026 0.0024
O -10.9115 -19.2167 14.4477 0.002 0.0037 0.0083
O -6.5764 -7.5343 23.1739 0.0006 -0.0088 -0.0022
O 1.567 4.6024 11.6948 0.0038 -0.0009 0.0026
O 6.3601 -8.743 18.4498 0.0022 -0.0019 0.0014
O 5.6347 3.092 20.8541 0.0037 0.0026 -0.0078
O -3.7914 -3.918 12.2326 -0.0049 -0.0072 0.0053
O 0.2423 -1.5533 13.2392 -0.0084 -0.0044 0.0127
O 13.7045 -3.0912 21.4679 0.0011 -0.0041 0.001
O 14.0012 -5.2273 13.7096 0.0016 -0.0066 0.0026
O 11.9365 -1.88 18.073 -0.0005 0.0011 0.0035
O -13.5023 -19.5847 13.846 -0.0092 -0.0017 0.0072
O 20.5966 4.4699 15.8987 -0.0037 -0.0017 0.0032
O 7.5316 20.3917 11.3969 0.0057 -0.0165 0.0249
O -20.5037 0.4666 19.4565 -0.0019 -0.0034 -0.0001
O 7.7981 17.1502 16.4489 -0.0064 0.0023 0.004
O 16.0317 5.4177 24.9317 0.0023 -0.0154 -0.0152
O -2.0373 41.2313 22.7979 0.0017 0.0029 0.0021
O 5.6457 7.0957 17.6861 -0.001 -0.0034 0.0014
O -11.5551 -2.0616 15.7664 0.0041 -0.0057 0.0131
O -6.6448 -4.0681 11.6724 -0.0058 0.0024 0.0208
O 2.7905 21.4354 21.4748 0.0003 -0.0013 0.0033
O -8.9996 31.3874 11.2921 0.0027 -0.0081 0.0115
O -21.0328 16.968 18.5078 -0.002 -0.0028 0.0043
O 20.2826 2.0722 20.7281 0.0004 -0.0026 0.0075

Results
free energy: -149750.344 eV
free energy less fixed offsets of O -568.88, Si -635.61 eV per atom: 0.096 eV

The program warned: the cutoff lies below the one the program advises for these potential files; the exchange-correlation potential is rough where the density is thin.
